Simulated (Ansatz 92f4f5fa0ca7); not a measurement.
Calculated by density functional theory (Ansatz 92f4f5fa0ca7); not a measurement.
Periodic cell of 237 atoms, Si146O90B1, from a study of silicon, its oxide and their interface. The atomic structure is a simulated model.
Doubt: the cutoff is far below the 930 eV that the study's wrapper takes by default for these files, so forces and energies are approximate.

Settings: functional PBE; potential files Ansatz PAW; basis plane waves; wave-function cutoff 580 eV; density cutoff ratio 5; exchange-correlation grid ratio 1; k mesh 1 x 1 x 1, Gamma-centred; self-consistency stop 5e-08 eV per atom in the density residual; occupations fixed; spin none; net charge -1 e, with a uniform compensating background and no finite-size correction.

Cell vectors (angstrom)
a 11.6015 0 0
b 0 10.938 0
c 0 0 32.0622

Atoms: element, x, y, z (angstrom)
Si -0.2411 -0.1026 23.1751
Si 3.6823 0.1954 23.0977
Si 7.5524 -0.1597 23.3943
Si 1.6672 1.3318 23.3793
Si 5.7462 1.4059 23.1664
Si 9.4278 1.24 23.3293
Si 0.1767 5.3237 23.4656
Si 4.1323 5.31 23.3814
Si 8.0306 5.6094 23.5432
Si 2.1667 6.6017 23.3561
Si 5.9892 6.7758 23.4552
Si 10.0054 6.8616 23.5974
Si 1.8919 2.6457 25.3531
Si 5.8318 2.6481 25.2377
Si 9.6328 2.675 25.2521
Si 11.5957 4.0041 25.3823
Si 3.8884 3.9638 25.2975
Si 7.7454 4.0787 25.3285
Si 1.9653 8.1631 25.1754
Si 5.7773 8.177 25.34
Si 9.7061 8.2721 25.4255
Si 11.6263 9.5726 25.2159
Si 3.8687 9.5907 25.0629
Si 7.6886 9.5308 25.3881
Si 11.6461 -0.0133 27.182
Si 3.9034 -0.0514 27.1118
Si 7.7576 -0.0201 27.28
Si 1.9825 1.3121 27.2682
Si 5.8309 1.3251 27.1948
Si 9.6926 1.3315 27.205
Si 11.5915 5.4699 27.2338
Si 3.8424 5.418 27.1944
Si 7.7162 5.4613 27.2521
Si 1.9346 6.8285 27.1583
Si 5.7587 6.7992 27.2515
Si 9.6568 6.8236 27.2848
Si 1.9456 2.7212 29.1753
Si 5.7956 2.7244 29.1189
Si 9.6785 2.7275 29.1393
Si 0.0109 4.0977 29.1622
Si 3.8622 4.0931 29.1588
Si 7.7327 4.092 29.1809
Si 1.9407 8.1876 29.1105
Si 5.7916 8.1803 29.1769
Si 9.6705 8.1947 29.2146
Si 0.0065 9.5571 29.1302
Si 3.8752 9.5576 29.0961
Si 7.7328 9.545 29.2031
Si 0.0023 -0.0004 31.0817
Si 3.8628 0.0066 31.0587
Si 7.7287 0.0055 31.1117
Si 1.9304 1.3704 31.1093
Si 5.7975 1.3714 31.0611
Si 9.6671 1.362 31.0901
Si 0.0085 5.469 31.0949
Si 3.8682 5.4768 31.092
Si 7.7397 5.4678 31.1225
Si 1.9367 6.8416 31.0679
Si 5.8032 6.8322 31.1105
Si 9.6774 6.8288 31.1422
Si 1.9314 2.7495 0.9865
Si 5.7949 2.7486 0.9264
Si 9.6676 2.7344 0.9733
Si -0.0133 4.109 0.9625
Si 3.8648 4.1177 0.9742
Si 7.741 4.1104 1
Si 1.9296 8.2169 0.9429
Si 5.7996 8.2263 0.9629
Si 9.666 8.2226 1.009
Si -0.0041 9.5927 0.9798
Si 3.8613 9.5902 0.9598
Si 7.7376 9.5826 0.988
Si 11.6096 0.0353 2.9212
Si 3.8549 0.0225 2.9175
Si 7.7402 0.0247 2.9097
Si 1.9341 1.4034 2.931
Si 5.8102 1.3685 2.8382
Si 9.6615 1.3876 2.9277
Si 11.5646 5.5048 2.8745
Si 3.8781 5.498 2.9125
Si 7.7368 5.5142 2.9255
Si 1.9137 6.8263 2.8627
Si 5.8096 6.864 2.8894
Si 9.6593 6.9029 2.9759
Si 1.9136 2.8346 4.8299
Si 5.8356 2.7248 4.7517
Si 9.5986 2.7989 4.8415
Si 11.5421 4.1365 4.7875
Si 3.9186 4.1003 4.8296
Si 7.7164 4.2068 4.8923
Si 1.8878 8.149 4.8088
Si 5.8087 8.2575 4.7947
Si 9.6601 8.3222 4.9177
Si 11.6318 9.6548 4.8882
Si 3.8189 9.4868 4.7974
Si 7.7213 9.6775 4.8963
Si 11.598 0.2308 6.7794
Si 3.7518 -0.0562 6.6684
Si 7.7116 0.0535 6.9197
Si 2.0496 1.5056 6.7668
Si 5.7124 1.2732 6.6289
Si 9.6462 1.52 6.8392
Si 11.523 5.4988 6.7072
Si 3.9809 5.4264 6.804
Si 7.7351 5.6642 6.8457
Si 1.9742 6.6408 6.6621
Si 5.8108 6.9731 6.7572
Si 9.7514 7.0385 6.9224
O 9.9998 7.9706 8.308
O 7.6573 9.9304 8.2286
O 7.401 4.72 8.1791
O 3.3714 10.3529 8.2229
O 2.0316 7.5459 8.0402
O 4.0075 4.5794 8.2608
O 9.7826 2.4448 8.2285
O 2.6172 2.3374 8.1289
O 11.3819 4.5744 8.0779
O 5.3649 2.3658 7.8251
O 5.8068 7.9837 8.0905
O 11.3231 10.306 8.1551
O 11.1385 10.0485 21.728
O 3.2799 10.6852 21.5328
O 5.862 7.7114 22.1041
O 4.2462 4.468 21.9404
O 7.6907 9.659 22.1679
O 10.3197 7.6278 22.1845
O 1.6363 2.3798 22.0954
O 5.9557 2.455 21.8833
O 8.4733 4.8132 22.1711
O -0.039 4.4449 22.0633
O 2.3286 7.4017 21.9271
O 9.0947 1.9697 21.8835
Si 1.912 7.7829 9.6233
Si 5.0333 0.5929 17.6973
Si 2.4979 5.4236 14.0299
Si 10.5722 3.8672 14.0561
Si 8.2853 2.4046 15.2664
Si 9.523 2.3314 20.3498
Si 10.5082 3.6465 9.0848
Si 0.0367 2.3152 11.5712
Si 10.9848 8.1441 15.4437
Si 5.1596 6.9449 14.0021
Si 5.7573 2.5934 11.1355
B 8.5553 7.6452 19.3912
Si 8.1493 5.0072 20.565
Si 5.9561 9.5663 15.2706
Si 2.063 7.658 20.3393
Si 1.9258 4.8967 18.7983
Si 4.5016 3.4493 18.0262
Si 8.4967 8.8713 16.9819
Si 0.8146 9.4853 13.3314
Si 9.9108 10.6573 11.7221
Si 5.3919 3.7367 21.01
Si 0.5976 5.5216 16.2689
Si 10.785 9.1494 9.1529
Si 6.6685 8.8113 21.1783
Si 7.1133 7.0993 11.496
Si 2.6691 0.7289 12.2373
Si 10.7545 8.6206 20.9485
Si 6.0416 4.3295 15.64
Si 7.0972 0.4812 13.0065
Si 4.0649 2.9712 8.605
Si 0.8779 6.7503 11.9229
Si 6.5669 9.0436 9.0848
Si 0.6761 3.2851 21.1482
Si 9.7996 6.5206 12.9153
Si 7.7135 4.5221 9.7657
Si 4.0208 10.033 20.2111
Si 4.2687 3.0334 13.5424
Si 3.8532 10.0106 9.7522
Si 8.0545 0.8105 18.0453
O 11.5134 3.2271 12.9018
O 9.3393 4.4639 9.8948
O 8.8467 3.7137 19.8612
O 4.0487 -0.0532 18.8294
O 11.3486 4.5317 15.3112
O 9.8527 9.8009 10.3226
O 3.7609 1.5315 13.1527
O 0.6055 9.0843 14.8933
O 6.4655 1.0222 18.3702
O 4.7767 3.1818 19.6159
O 6.2434 1.1586 11.7723
O 0.5427 8.6334 9.8805
O 5.6548 4.3084 17.232
O 8.4404 7.197 12.4018
O 4.4166 2.6144 10.1639
O 2.0895 5.6358 15.589
O 3.3746 0.0532 10.9401
O 5.8823 7.2147 12.5538
O 2.2748 6.3561 19.4024
O 0.6603 4.9225 17.7772
O 8.4184 10.6952 12.3692
O 5.4732 10.0704 9.7095
O 0.5516 8.1971 20.2005
O 9.778 2.6113 14.6911
O 1.9888 10.5959 13.2485
O 9.9051 9.0744 16.172
O 6.2104 10.3339 13.8375
O 7.4786 1.6204 14.0976
O 1.6537 3.9102 20.0404
O 5.8838 5.7887 14.9206
O 7.3256 8.9034 15.829
O 1.5111 1.6634 11.6075
O 7.1946 8.2754 10.3685
O 4.293 1.9962 17.2984
O 7.0411 3.1438 10.3005
O 11.5706 7.0043 16.434
O 8.3049 10.1899 17.8826
O 3.2661 8.5341 10.1131
O 7.5918 3.8616 15.4987
O 3.1585 4.3353 17.9193
O 2.9164 3.8988 13.6959
O 1.3351 8.2095 12.4752
O 1.2089 5.6756 13.0806
O 4.9844 8.3123 14.8709
O 11.1561 2.4058 20.3639
O 10.98 9.9958 12.7495
O 5.2961 3.5626 12.3737
O 5.0916 3.1906 14.9311
O 6.508 4.8364 20.5635
O 8.3955 1.6056 16.6657
O 10.4105 1.2462 11.4508
O 10.8739 6.6282 11.6806
O 3.2091 8.6863 19.8302
O 1.7138 6.444 10.5456
O 7.2754 8.1485 19.8785
O 8.4994 7.5696 17.9169
O 3.6678 6.4495 13.6123
O 9.5771 4.9657 13.358
O 5.5497 9.8926 20.7077
O 10.3167 7.3818 14.1721
O 8.7807 6.3003 19.9127
O 7.0669 5.6997 10.6701
O 5.2486 10.5532 16.3897
O 9.0133 1.2364 19.2824
O 11.5848 3.1655 10.1893
O 9.6297 8.591 19.8242

Results
free energy: -144145.560 eV
free energy less fixed offsets of B -154.04, O -568.88, Si -635.61 eV per atom: 6.740 eV

Forces (eV/angstrom), in the order of the atoms: element, x, y, z
Si -0.0033 0.1139 0.0706
Si 0.0214 0.0687 0.0502
Si 0.0011 0.1097 0.0512
Si 0.0186 -0.0711 0.021
Si -0.0353 -0.106 0.0746
Si 0.0328 -0.1142 0.0881
Si -0.0678 0.0818 0.1064
Si 0.0366 0.1065 0.0315
Si 0.1116 0.0445 0.0449
Si -0.0215 -0.0796 0.0473
Si -0.0665 -0.0836 0.0391
Si 0.0191 -0.0505 0.1167
Si 0.0051 -0.0022 0.0131
Si 0.0136 0.0014 0.0223
Si -0.024 -0.0025 0.0221
Si 0.0341 -0.0486 0.0099
Si -0.0336 -0.0226 0.0156
Si -0.0014 -0.0004 0.0134
Si 0.0184 0.0169 0.0348
Si -0.0012 -0.0172 0.0351
Si 0.0318 -0.025 0.0232
Si -0.0124 0.0266 0.0291
Si -0.0205 0.0097 0.0394
Si 0.0137 0.0134 0.0105
Si 0.0065 -0.0086 -0.0189
Si -0.0046 -0.0019 -0.0277
Si 0.0053 -0.0211 0.0186
Si 0.0074 0.0066 0.017
Si -0.0147 -0.0096 -0.0244
Si 0.0182 0.0071 -0.0275
Si -0.0104 0.0012 0
Si 0.0053 -0.0055 0.007
Si -0.0077 -0.0112 0.0076
Si 0.0008 -0.0147 -0.0244
Si 0.0218 0.0022 0.0042
Si -0.0272 0.0225 0.0087
Si -0.0447 -0.0048 -0.0144
Si 0.0051 0.0004 0.0178
Si -0.0164 -0.0187 0.03
Si 0.0173 -0.002 -0.0227
Si 0.0265 0.0286 -0.0032
Si 0.0137 0.0105 -0.0522
Si -0.0032 -0.0061 0.0118
Si 0.0393 -0.0158 -0.0563
Si 0.0186 -0.0475 -0.0511
Si -0.0041 0.0193 0.0218
Si -0.0274 0.0328 0.0727
Si -0.023 0.0168 -0.0426
Si -0.0043 -0.0377 -0.0174
Si -0.0041 -0.0693 -0.0254
Si 0.0074 -0.0083 -0.0004
Si 0.0034 0.0118 0.0325
Si -0.0141 0.0116 -0.0208
Si 0.0076 0.0437 -0.034
Si 0.0003 -0.0171 -0.0162
Si -0.0023 -0.0366 0.0123
Si 0.0051 -0.0266 -0.0164
Si 0.0061 0.0325 -0.0181
Si 0.0009 0.0031 0.0166
Si -0.005 0.0331 0.0192
Si -0.0136 -0.0043 -0.0193
Si 0.024 -0.008 0.027
Si -0.0162 -0.029 -0.0263
Si 0.0306 0.0112 0.0233
Si -0.0028 0.0209 -0.0062
Si -0.0254 -0.0006 -0.0183
Si -0.0007 -0.0145 0.0209
Si -0.02 -0.0109 0.0246
Si 0.0225 -0.0284 -0.0202
Si 0.0197 0.0077 -0.032
Si -0.0064 0.0351 -0.0318
Si -0.0169 0.0222 -0.0121
Si -0.0011 -0.0082 0.0063
Si 0.0102 -0.0164 0.0062
Si -0.0051 -0.0129 -0.0054
Si 0.004 0.0085 0.0018
Si -0.0021 0.0235 -0.0127
Si -0.0055 0.0116 -0.0049
Si 0.0129 -0.0108 -0.0099
Si -0.0102 -0.0043 0.0021
Si 0.0023 0.0017 0.0078
Si -0.0008 0.011 -0.0164
Si -0.0007 0.0138 -0.0115
Si -0.0011 0.0029 -0.0021
Si 0.0013 -0.0205 0.0054
Si 0.0038 -0.0194 -0.0079
Si 0.0029 -0.0197 0.0083
Si -0.0082 0.0141 0.0003
Si 0.0051 0.0174 0.0051
Si -0.0052 0.0144 0.0093
Si 0.0063 -0.0227 -0.0025
Si -0.0002 -0.0193 0.0081
Si 0.001 -0.0178 0.0138
Si 0.0076 0.007 0.0057
Si -0.0065 0.0152 -0.0021
Si -0.0009 0.0161 -0.0064
Si -0.0002 0.0114 -0.0255
Si 0.0196 0.0128 -0.019
Si 0.0064 0.0076 -0.024
Si -0.0082 -0.0104 -0.029
Si -0.0047 -0.0144 -0.0271
Si -0.0086 -0.0112 -0.0252
Si 0.0046 0.002 -0.0291
Si 0.0039 0.0129 -0.0284
Si 0.0029 -0.0025 -0.0213
Si -0.0032 -0.0013 -0.01
Si -0.0132 -0.008 -0.0303
Si 0.0049 0.0023 -0.0344
O 0.0068 0.0125 0.0241
O -0.0052 -0.007 0.0144
O 0.0009 -0.0005 0.0002
O 0.0007 -0.0011 0.0113
O -0.0017 0.0127 0.0093
O -0.0041 -0.008 0.0086
O 0.0024 0.016 0.0155
O 0.0141 0.0134 0.0184
O -0.0055 -0.0114 0.0117
O -0.0071 0.0229 0.0144
O 0.0001 0.0127 0.0143
O -0.0034 -0.0096 0.0116
O 0.0161 -0.0204 -0.0083
O 0.0035 -0.0287 -0.0802
O -0.0084 0.0748 -0.0627
O -0.0164 -0.0651 -0.0394
O 0.0399 -0.0722 -0.1019
O 0.0527 0.1617 -0.1797
O -0.0224 0.0426 -0.0156
O 0.0296 0.0498 -0.0414
O -0.0318 -0.079 -0.1499
O 0.0182 -0.0825 -0.0938
O -0.0104 0.0218 -0.0464
O -0.015 0.0549 -0.1135
Si -0.0128 -0.0195 0.0328
Si -0.056 0.0406 0.1587
Si 0.0125 -0.0053 0.1023
Si -0.0082 -0.0247 0.1359
Si 0.014 0.0026 0.1199
Si 0.049 0.0973 0.071
Si 0.0127 -0.0063 0.0275
Si -0.0016 0.0185 0.0936
Si 0.0498 -0.0402 0.0381
Si 0.0084 -0.0225 0.1143
Si 0.002 -0.011 0.103
B 0.0551 0.0464 -0.0251
Si 0.0029 -0.1622 0.1311
Si -0.0387 0.0224 0.0648
Si 0.0057 0.0361 -0.0073
Si 0.0365 0.0173 0.1057
Si -0.0301 -0.0155 0.1272
Si -0.02 -0.0828 0.273
Si -0.0154 -0.0246 0.0777
Si -0.0097 0.0117 0.0655
Si -0.0193 0.045 -0.0017
Si 0.0248 -0.0551 0.1357
Si -0.0104 0.0023 0.0306
Si -0.0519 0.0496 -0.0136
Si -0.033 0.0072 0.1059
Si 0.0076 0.0286 0.0914
Si 0.0212 -0.0776 0.0495
Si -0.0046 -0.0162 0.1162
Si -0.014 0.0115 0.1251
Si 0.0016 -0.0079 0.0214
Si -0.0108 -0.0104 0.0832
Si 0.0088 -0.0119 0.0299
Si -0.0461 0.0173 -0.0029
Si 0.0223 -0.0171 0.0852
Si -0.0047 0.007 0.0408
Si -0.0354 -0.0455 0.0366
Si 0.0107 0.0242 0.1188
Si -0.0078 0.0095 0.0414
Si -0.0244 0.0363 0.1725
O 0.0179 -0.0276 -0.0828
O 0.0043 -0.0026 -0.0116
O -0.0171 0.0243 -0.0387
O 0.0384 0.0341 -0.0898
O -0.0264 -0.009 -0.077
O 0.0044 -0.0095 -0.0303
O -0.0164 -0.0347 -0.0519
O -0.0083 0.0232 -0.0271
O 0.0147 -0.0133 -0.0209
O 0.0007 -0.0234 -0.0874
O -0.0171 0.0238 -0.0514
O 0.0029 0.0098 -0.0119
O 0.0264 0.0089 -0.0884
O -0.0198 0.0113 -0.0352
O -0.0158 0.0085 -0.0471
O -0.0017 0.0062 -0.0667
O 0.0159 -0.0232 -0.0518
O 0.0382 0.0102 -0.0733
O 0.0003 -0.0521 -0.0451
O -0.0146 0.0085 -0.1091
O 0.0378 -0.0166 -0.0395
O 0.0021 -0.003 -0.0099
O -0.0439 0.0031 0.0002
O 0.0126 0.0172 -0.0465
O 0.0092 0.0082 -0.0269
O 0.0567 0.0145 -0.0644
O 0.0222 0.0243 -0.0592
O -0.0269 -0.0557 -0.0803
O 0.0192 0.011 -0.0506
O -0.0052 0.0396 -0.0695
O -0.0531 -0.0027 -0.0839
O 0.002 -0.0044 -0.026
O -0.0013 0.0161 -0.042
O 0.027 -0.0189 -0.0273
O 0.0134 0.0162 -0.0316
O -0.028 0.0592 -0.0198
O 0.0006 -0.0422 -0.1106
O 0.0072 0.0024 -0.014
O 0.0042 0.0046 -0.0425
O -0.0006 0.0039 -0.0388
O -0.006 -0.0035 -0.0388
O -0.0002 -0.0125 -0.0277
O -0.0252 0.0265 -0.0495
O 0.017 -0.008 -0.031
O -0.0182 -0.0351 -0.0204
O -0.0142 0.0053 -0.0323
O 0.0223 -0.0049 -0.0721
O -0.0195 -0.0067 -0.0734
O 0.0021 -0.0114 -0.0334
O 0.0194 0.0129 -0.1016
O 0.0002 -0.0043 -0.0259
O 0.0072 0.0103 -0.0334
O -0.0111 -0.0033 -0.0182
O 0.0101 0.009 -0.0424
O -0.1359 0.1004 0.2202
O 0.0022 0.0969 -0.1428
O -0.0033 0.0077 -0.0329
O -0.0166 0.0339 -0.0431
O 0.0211 -0.009 -0.0277
O -0.0236 -0.0131 -0.0689
O 0.0113 -0.0638 0.1019
O 0.0111 -0.0254 -0.0291
O 0.0331 -0.049 -0.1007
O -0.0484 -0.0682 -0.0994
O -0.007 0.011 -0.0405
O 0.0591 0.0943 0.1218

The program warned: the cutoff lies below the one the program advises for these potential files; the exchange-correlation potential is rough where the density is thin.
